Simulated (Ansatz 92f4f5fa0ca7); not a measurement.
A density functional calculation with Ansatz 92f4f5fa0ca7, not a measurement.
Periodic cell of 251 atoms, Si165O86, from a study of silicon, its oxide and their interface. The atomic structure is a simulated model.

Settings
functional: PBE
potential files: Ansatz PAW
basis: plane waves
wave-function cutoff: 700 eV
density cutoff ratio: 5
exchange-correlation grid ratio: 1
k mesh: 2 x 2 x 1, shifted by 0.5 0.5 0.5 of a step
self-consistency stop: 5e-08 eV per atom in the density residual
occupations: fixed
spin: none
net charge: 0

Cell vectors (angstrom)
a, 10.938, 0, 0
b, 0, 10.938, 0
c, 0, 0, 37.1423

Atoms and the computed forces on them: element, x, y, z (angstrom), force x, y, z (eV/angstrom)
Si, 0, 0, 0.683, -0.0391, 0.0042, -0.0004
Si, 5.469, 0, 0.683, -0.0306, 0.0234, 0.0048
Si, 2.7345, 2.7345, 0.683, -0.0332, 0.0101, 0.016
Si, 8.2035, 2.7345, 0.683, -0.0211, 0.0041, 0.0049
Si, 0, 5.469, 0.683, -0.0045, -0.0397, 0.0075
Si, 5.469, 5.469, 0.683, -0.0193, -0.0214, 0.0022
Si, 2.7345, 8.2035, 0.683, -0.0412, -0.0023, -0.0052
Si, 8.2035, 8.2035, 0.683, -0.0155, -0.0159, 0.0113
Si, 1.3673, 1.3673, 2.0503, 0.0127, 0.043, 0.1384
Si, 6.8362, 1.3673, 2.0503, -0.0174, 0.0288, -0.0367
Si, 4.1018, 4.1018, 2.0503, 0.0689, 0.0465, 0.1064
Si, 9.5708, 4.1018, 2.0503, 0.0229, 0.038, -0.0417
Si, 1.3673, 6.8362, 2.0503, 0.0175, 0.1361, -0.0757
Si, 6.8362, 6.8362, 2.0503, 0.0187, 0.0082, 0.1466
Si, 4.1018, 9.5708, 2.0503, -0.0314, 0.0601, 0.0374
Si, 9.5708, 9.5708, 2.0503, -0.0032, 0.104, 0.0801
Si, 2.7345, 0, 35.0908, -0.0397, -0.0971, -0.0719
Si, 8.2035, 0, 35.0908, -0.0335, -0.0973, 0.0012
Si, 0, 2.7345, 35.0908, 0.0709, -0.0237, -0.0123
Si, 5.469, 2.7345, 35.0908, 0.0431, -0.012, -0.0622
Si, 2.7345, 5.469, 35.0908, -0.097, -0.1076, -0.002
Si, 8.2035, 5.469, 35.0908, -0.0884, -0.0904, -0.0743
Si, 0, 8.2035, 35.0908, 0.0536, -0.0118, -0.0656
Si, 5.469, 8.2035, 35.0908, 0.0304, 0.0066, -0.0208
Si, 4.1018, 1.3673, 36.4581, 0.0283, -0.0061, -0.0157
Si, 9.5708, 1.3673, 36.4581, 0.0193, 0.0241, -0.0132
Si, 1.3673, 4.1018, 36.4581, 0.0269, 0.0183, 0.0099
Si, 6.8362, 4.1018, 36.4581, 0.0252, 0.0029, 0.0028
Si, 4.1018, 6.8362, 36.4581, 0.0147, 0.0133, -0.0198
Si, 9.5708, 6.8362, 36.4581, 0.025, 0.0041, -0.0172
Si, 1.3673, 9.5708, 36.4581, 0.0586, -0.0199, 0.0027
Si, 6.8362, 9.5708, 36.4581, 0.0068, 0.0039, 0.0098
Si, -0.2075, 0.1502, 26.8256, -0.0181, 0.0054, 0.0014
Si, 4.9695, 0.4557, 27.0366, 0.0083, 0.0031, 0.0017
Si, 3.2744, 2.1882, 27.1305, -0.0091, -0.0082, 0.0029
Si, 8.493, 2.4752, 26.9549, 0.0144, -0.0115, 0.0023
Si, -0.5749, 5.8754, 26.9491, -0.0053, 0.0036, -0.0044
Si, 4.9664, 5.7876, 26.95, 0.0045, 0.0054, -0.002
Si, 3.259, 7.5937, 27.0659, -0.0099, -0.0067, -0.0034
Si, 8.5412, 7.6474, 26.8829, 0.0029, 0.0038, -0.0037
Si, 1.392, 1.2606, 28.2089, -0.0053, 0.0186, -0.0002
Si, 6.8181, 1.3524, 28.2294, 0.0058, -0.0188, -0.0001
Si, 4.1096, 4.0436, 28.322, 0.0014, -0.0012, 0.009
Si, 9.5356, 4.1106, 28.3012, 0.0162, -0.0084, 0.0027
Si, 1.3231, 6.7544, 28.1888, 0.003, 0.0085, 0.0111
Si, 6.799, 6.7219, 28.1954, 0.0018, -0.0032, 0.0088
Si, 4.1284, 9.4913, 28.2265, -0.0031, 0.005, 0.0053
Si, 9.5694, 9.4331, 28.1243, -0.0125, 0.0098, -0.0033
Si, 2.7088, -0.1193, 29.6151, 0.0135, -0.0071, -0.0003
Si, 8.1959, -0.099, 29.5263, 0.0042, 0.007, -0.0193
Si, 0.0502, 2.7111, 29.5741, -0.0121, -0.0091, -0.0146
Si, 5.5405, 2.7385, 29.671, -0.0154, 0.0048, -0.0009
Si, 2.6476, 5.3743, 29.6229, 0.0027, 0.0032, -0.0083
Si, 8.1136, 5.3901, 29.6621, -0.007, 0.0154, -0.0037
Si, 0.0324, 8.1887, 29.5812, 0.0065, -0.0211, -0.0037
Si, 5.5398, 8.1849, 29.5991, 0.0024, 0, -0.0084
Si, 4.1026, 1.3179, 30.9373, 0, 0.0005, 0.0061
Si, 9.5687, 1.3176, 30.8954, 0.0043, 0.0026, -0.0026
Si, 1.3499, 4.0353, 31.0344, 0.0018, 0.0013, 0.0166
Si, 6.8327, 4.0648, 31.0951, 0.0046, -0.0024, 0.0121
Si, 4.0847, 6.8054, 30.9161, -0.004, -0.0037, 0.0044
Si, 9.5588, 6.8086, 30.9311, -0.0006, -0.001, 0.0053
Si, 1.3525, 9.5194, 31.0202, -0.0022, 0.0045, 0.012
Si, 6.8694, 9.5377, 30.9936, -0.0048, -0.0007, 0.0153
Si, -0.0163, -0.0114, 32.334, 0.0029, -0.0028, 0.0045
Si, 5.4719, -0.026, 32.3339, 0.0063, -0.0019, -0.0002
Si, 2.7525, 2.6804, 32.3533, -0.0064, -0.0013, 0.0014
Si, 8.2375, 2.6726, 32.3552, -0.0034, 0.0032, 0.0055
Si, -0.0246, 5.4483, 32.3412, 0.0011, -0.0029, 0.0006
Si, 5.4333, 5.4681, 32.3609, -0.0003, -0.0005, 0.0032
Si, 2.7461, 8.1592, 32.3462, -0.0004, -0.0011, 0.004
Si, 8.2276, 8.1727, 32.3505, 0, 0.0021, 0.0006
Si, 1.3557, 1.3486, 33.7182, 0.0014, 0.0022, -0.0028
Si, 6.8294, 1.3466, 33.7184, -0.0036, -0.0007, -0.0029
Si, 4.0865, 4.0865, 33.7246, 0.0018, -0.0008, -0.0023
Si, 9.5646, 4.0838, 33.7232, 0.0016, 0.0004, -0.0028
Si, 1.3562, 6.8155, 33.7146, -0.001, 0.0001, -0.0025
Si, 6.8272, 6.8311, 33.7172, 0.0016, -0.0005, -0.0024
Si, 4.0975, 9.5562, 33.7133, -0.0004, 0.0032, -0.0019
Si, 9.5672, 9.5638, 33.7205, -0.0021, 0, -0.0019
Si, 2.7403, 0.007, 3.4329, 0.0006, -0.0027, 0.0018
Si, 8.195, 0.0113, 3.4248, -0.0015, 0, 0.0006
Si, -0.0042, 2.7473, 3.4246, -0.0001, 0.004, -0.0006
Si, 5.4883, 2.7433, 3.4251, -0.0019, 0.0004, 0.0034
Si, 2.7491, 5.5034, 3.4104, -0.0012, -0.0018, 0.0008
Si, 8.2241, 5.4751, 3.4246, -0.0044, 0.0014, 0.0041
Si, 0.0198, 8.2275, 3.417, 0.0039, -0.0022, 0.0037
Si, 5.48, 8.2297, 3.4234, -0.0015, -0.0019, 0.0014
Si, 4.1193, 1.3798, 4.7953, -0.0065, 0.0032, 0.0042
Si, 9.5408, 1.3944, 4.7968, 0.0026, -0.0073, 0.0002
Si, 1.3542, 4.1669, 4.7561, 0.0011, -0.0045, 0.0038
Si, 6.875, 4.0969, 4.802, 0.0027, 0.0006, -0.0042
Si, 4.1008, 6.8872, 4.7924, 0.0088, 0.0015, -0.0054
Si, 9.578, 6.8855, 4.7767, 0.0043, -0.0033, 0.0013
Si, 1.3581, 9.5987, 4.8212, -0.0104, 0.0056, -0.0045
Si, 6.8243, 9.6057, 4.8182, 0.0023, -0.0013, 0.0052
Si, -0.0605, 0.0242, 6.1654, 0.0091, -0.0074, -0.0128
Si, 5.478, 0.0388, 6.2294, 0.0036, -0.0088, -0.0058
Si, 2.7357, 2.8057, 6.0738, 0.0035, 0.0067, -0.0004
Si, 8.2222, 2.7448, 6.2431, -0.0016, 0.0117, -0.0135
Si, 0.0233, 5.5594, 6.1522, -0.0022, 0.0101, -0.0137
Si, 5.5163, 5.5193, 6.0962, -0.0056, -0.0059, 0.0004
Si, 2.7542, 8.2635, 6.2034, -0.0005, -0.001, 0.0035
Si, 8.2177, 8.2433, 6.1601, -0.013, -0.0024, -0.0021
Si, 1.3085, 1.4898, 7.4028, -0.0142, -0.0098, 0.0037
Si, 6.8477, 1.3692, 7.6586, -0.0187, 0.0029, 0.0149
Si, 4.1469, 4.1502, 7.4072, -0.0067, -0.0031, -0.0269
Si, 9.5987, 4.217, 7.5232, 0.0032, -0.0225, 0.0145
Si, 1.3903, 6.901, 7.5736, 0.0073, -0.0097, 0.0083
Si, 6.8514, 6.8727, 7.5094, 0.008, 0.0009, -0.0225
Si, 4.0805, 9.6464, 7.624, -0.002, -0.0023, 0.0034
Si, 9.5296, 9.5933, 7.5945, 0.0021, -0.0056, -0.0113
Si, 2.6336, 0.2009, 8.8214, -0.0036, 0.0117, 0.0039
Si, 8.0979, -0.1019, 9.0781, 0.0008, 0.0125, -0.0082
Si, 0.1496, 2.9811, 8.856, 0.0094, 0.04, 0.0042
Si, 5.4021, 2.7944, 8.8826, 0.0109, -0.0188, 0.0099
Si, 2.8474, 5.5086, 8.8183, -0.0131, 0.0072, 0.0073
Si, 8.1917, 5.5034, 8.9224, -0.0009, -0.0095, 0.0137
Si, 0.0205, 8.2602, 8.9586, 0.0022, 0.0011, 0.0098
Si, 5.471, 8.1946, 8.9175, -0.0045, 0.0152, -0.0099
Si, 3.5541, 1.9594, 10.0949, 0.0195, -0.0021, -0.0172
Si, 9.5497, 0.9227, 10.5935, 0.0036, 0.0275, 0.02
Si, 2.0036, 3.7648, 10.0787, -0.012, 0.0138, -0.0092
Si, 6.5782, 4.3354, 10.2174, 0.0043, -0.0128, -0.0176
Si, 4.3917, 6.5908, 10.216, -0.0081, 0.0045, 0.0068
Si, 9.3762, 7.0591, 10.2454, 0.0178, -0.0039, -0.01
Si, 1.1099, 9.9883, 10.1822, 0.0163, -0.0198, -0.0214
Si, 6.9872, 9.1623, 10.4238, 0.018, 0.0003, 0.0335
O, -0.8419, 2.3433, 10.019, -0.0067, -0.05, -0.0195
O, 8.2697, 8.1753, 10.725, -0.0115, 0.0145, -0.0083
O, 5.4929, 5.472, 10.7741, 0.0073, 0.0094, -0.0059
O, -0.0955, -0.0603, 10.9221, -0.0103, 0.008, 0.0006
O, 7.2355, 3.5625, 11.5205, 0.0041, -0.0031, 0.0159
O, 3.7139, 1.6739, 11.7226, 0.0025, -0.0021, 0.0131
O, 9.9454, 6.42, 11.6493, -0.0004, 0.0018, 0.0128
O, 3.7456, 7.3098, 11.5478, -0.0001, 0.0016, 0.0116
O, 1.8768, 4.2133, 11.6698, 0.0003, -0.0006, 0.0179
O, 6.325, 9.2994, 11.9508, 0.0024, -0.0005, -0.0004
O, 8.736, 1.3548, 11.9527, -0.0007, -0.0098, -0.0029
O, 2.2058, 9.5242, 11.3205, -0.0023, -0.0013, 0.0157
O, 10.6915, 5.1815, 25.4802, -0.0008, -0.0017, -0.0061
O, 2.9482, 8.0349, 25.5057, -0.0022, -0.0051, -0.0107
O, 8.0658, 3.1201, 25.5023, 0, -0.0034, -0.0032
O, 11.2941, -0.2777, 25.3187, 0.0009, -0.0041, -0.0019
O, 5.2791, 5.343, 25.3676, -0.002, -0.001, -0.0056
O, 3.1099, -8.29, 25.5636, -0.0022, -0.0003, -0.0151
O, -1.3427, 1.3137, 26.56, 0.0039, 0.0034, -0.019
O, 5.2238, 0.3237, 25.4015, 0.003, 0.0005, -0.0067
Si, 5.1589, 3.5896, 17.6759, 0.0003, 0.0004, 0.0072
Si, 11.5172, 4.9795, 24.094, 0.0009, -0.0007, 0.0138
Si, 1.0169, 8.5085, 19.5101, 0, -0.0006, 0.0058
Si, 8.4136, 3.6446, 15.2012, 0.0037, -0.001, 0.0023
Si, 6.7753, 9.0667, 13.5233, -0.0002, -0.0007, 0.0001
Si, 7.648, 2.6425, 23.9961, -0.0059, 0.0008, 0.0112
Si, 10.7855, 9.7091, 24.0801, 0.0024, -0.0041, 0.0083
Si, -0.514, -2.6842, 15.5339, 0.0002, -0.0035, 0.003
Si, 3.1438, 2.4539, 19.6053, -0.0014, -0.0013, 0.0049
Si, 4.2841, 15.2224, 14.7207, -0.0033, -0.0027, -0.0038
Si, 4.645, 1.5951, 13.049, -0.0022, 0.0031, -0.0109
Si, 0.0222, 2.2822, 14.8889, 0.0027, 0.004, -0.0043
Si, 9.3861, 4.3055, 22.0057, 0.0017, 0.001, 0.0043
Si, 7.9447, 8.4, 24.667, -0.0001, -0.0032, 0.0052
Si, 10.5224, -0.1454, 21.0825, -0.0017, 0.0005, 0.0077
Si, 8.8064, 10.8112, 14.9999, 0.0017, -0.0001, 0.0006
Si, 3.1511, 8.6996, 21.5402, -0.001, -0.0007, 0.0086
Si, 2.6392, 8.268, 12.2565, -0.0036, -0.0004, -0.0146
Si, 1.523, 4.1536, 13.2497, -0.0015, -0.0032, -0.016
Si, 7.1804, 6.4545, 22.3495, -0.0009, 0.0032, 0.0096
Si, 7.4845, 2.2606, 12.4782, -0.0076, 0.0105, -0.0066
Si, 6.1202, -0.0106, 24.0847, -0.002, -0.0021, 0.0086
Si, 1.179, 1.4333, 17.5763, 0.0003, -0.0008, 0.0053
Si, 6.6884, 6.2796, 14.9105, 0.0006, -0.0009, 0.0004
Si, 1.8907, 9.4854, 16.7786, -0.0006, -0.0006, 0.0073
Si, 4.0234, -1.0456, 14.5943, -0.0049, -0.0002, -0.0007
Si, -3.5652, 1.5745, 17.15, 0.0007, 0.0017, 0.0077
Si, 0.2492, 2.6643, 20.1187, 0.0001, -0.0003, 0.0032
Si, 2.772, 2.9559, 24.019, 0.0007, 0.0024, 0.012
Si, -0.048, 6.6672, 12.9518, 0.0016, -0.003, -0.0078
Si, 3.7451, 0.6805, 22.1049, -0.0006, -0.0016, 0.0064
Si, 5.9865, 8.298, 20.1362, -0.0004, 0.0009, 0.0066
Si, -1.5264, 7.5986, 18.2562, -0.0004, -0.0012, 0.0067
Si, 2.1926, 7.6071, 24.1425, 0.0025, 0.0035, 0.0145
Si, 5.2581, 4.6861, 23.8651, -0.0002, 0.0001, 0.0081
Si, 6.7095, 6.3334, 17.9425, 0.0014, -0.0017, 0.0087
Si, 8.0952, -0.6311, 19.2879, -0.0011, 0, 0.0051
O, 6.2441, 4.772, 17.9959, -0.0014, 0.0007, -0.0052
O, 1.9746, 8.6383, 18.18, -0.0024, 0.0001, -0.0035
O, 5.1727, 0.1855, 22.7566, -0.0025, 0.0011, -0.0052
O, 3.9261, 1.5451, 20.7207, -0.002, -0.0008, -0.0013
O, 3.3443, 9.8278, 16.0938, 0.001, -0.0001, -0.006
O, 3.9768, 0.4847, 14.0321, -0.0002, -0.0036, 0.0019
O, -2.1268, -1.8191, 18.4141, -0.0002, -0.0011, -0.002
O, 1.0607, 2.1839, 16.1422, -0.0018, -0.0006, -0.0019
O, -0.792, 7.5571, 14.0946, 0.0013, 0.0007, 0.0032
O, 6.1694, 1.2845, 12.5323, 0.0022, -0.0002, 0.0057
O, 7.8879, 5.1682, 15.0175, -0.0025, -0.0002, -0.0022
O, 0.0474, 2.1086, 18.5735, 0.0029, 0.0007, -0.0009
O, 4.5294, 8.5725, 20.7384, -0.0018, 0.0007, -0.0034
O, 6.5435, 6.9036, 16.4172, -0.0002, -0.0017, -0.005
O, 10.4952, 5.1583, 22.8466, -0.0012, -0.0022, -0.0047
O, 8.0533, 10.0749, 13.7444, -0.0044, -0.0023, 0.0023
O, 12.7527, 6.0341, 24.0872, -0.0024, 0.0013, -0.0072
O, 7.8785, 7.0863, 23.6889, -0.0004, -0.0018, -0.0085
O, 10.0238, 3.5863, 15.143, -0.0033, -0.0025, -0.0019
O, -0.9366, 0.9637, 14.656, -0.001, -0.0011, 0.0022
O, -0.9773, 7.2867, 16.753, 0.0002, 0.0013, -0.0032
O, 7.7769, 2.762, 13.9899, -0.0005, 0.0001, 0.0015
O, 4.7682, 13.9309, 13.864, -0.0008, 0.0005, 0.0046
O, 2.6259, 1.5586, 18.3263, -0.0021, 0.0011, -0.0012
O, -0.8453, 3.7782, 20.6131, -0.0009, 0, -0.0001
O, 1.3061, 7.4035, 12.4859, -0.0007, -0.0003, 0.0066
O, -0.2429, 7.4807, 19.2763, 0.0002, 0.0031, -0.0049
O, 1.9469, 7.9624, 20.7234, 0.0011, 0.0025, -0.0035
O, -2.849, 2.9662, 16.6617, 0.0002, -0.0009, -0.0063
O, 5.2943, 5.5465, 14.4467, 0.0019, 0, 0.0019
O, 5.7776, 7.2767, 18.8852, 0.0019, -0.0006, -0.0038
O, 0.455, 9.9706, 19.9737, -0.0018, -0.0014, -0.0024
O, 7.9448, 0.786, 18.4706, -0.0021, -0.0015, -0.006
O, 1.8099, 3.1914, 20.2431, -0.001, -0.0027, -0.0056
O, 4.1852, 3.5398, 18.9867, -0.0001, -0.0019, -0.004
O, 1.2339, 3.4916, 23.9553, 0.0003, -0.0005, -0.0063
O, 4.3076, 3.9533, 16.3242, 0.0015, 0.0008, -0.0048
O, -1.9855, -0.3111, 20.6471, 0.0021, 0.0007, -0.0045
O, 0.3425, 5.2245, 13.5518, 0.0012, 0.0031, 0.0031
O, 2.7792, 4.6176, 14.1969, 0.0037, -0.0013, 0.0042
O, 6.6202, 9.7392, 19.6977, 0.0005, -0.0024, -0.0048
O, 6.2475, 3.4039, 23.7031, 0.0041, 0, -0.003
O, 7.0797, 7.4766, 13.8602, -0.0012, 0.0018, 0.0012
O, 3.7872, 4.1146, 23.4683, 0.0001, -0.002, -0.0032
O, 7.6102, 11.4503, 15.9223, 0.0014, -0.002, -0.0031
O, 3.2567, 7.9522, 22.9716, -0.001, 0.0007, -0.0059
O, 7.3863, 1.0273, 23.9459, 0.0012, 0.0023, -0.003
O, 8.794, 3.0565, 22.9032, -0.0012, 0.001, -0.0055
O, 11.9074, 2.6457, 13.6024, 0, 0.0012, 0.0045
O, 1.0705, 8.6134, 15.6692, -0.0018, 0.001, 0.0009
O, 6.6718, 9.3919, 24.2885, -0.0013, 0.0037, -0.006
O, 6.9613, 7.6325, 21.2592, -0.0023, -0.0018, -0.0045
O, 8.1543, 5.324, 21.6822, 0.0007, -0.0015, -0.0024
O, 1.0102, 10.8025, 17.1823, 0.0013, -0.0005, -0.0045
O, 3.2216, 8.8535, 13.6407, 0.002, 0.0018, 0.0041
O, 2.8542, 10.2914, 21.7713, 0.0028, -0.0009, -0.0041
O, 0.7855, 8.3941, 24.0217, 0.0005, 0.0064, -0.0025
O, 10.8011, -0.5861, 22.6076, -0.0013, -0.0018, -0.0062
O, 5.5902, 9.459, 14.5839, 0.0024, -0.0013, -0.0019
O, 0.0622, 1.397, 21.1029, -0.0005, 0.0002, -0.0076
O, 5.7402, 5.8063, 22.7785, 0.0014, -0.0018, -0.0037
O, 9.2573, 9.2969, 24.3637, 0.0054, 0.0018, -0.0034
O, 8.2497, 6.4781, 18.5077, -0.0024, 0.0023, -0.0055
O, -5.0874, 2.1005, 17.4772, -0.0005, 0.0005, -0.0034
O, 2.9063, 1.5894, 23.158, 0.0001, 0.0024, -0.0038
O, 9.565, -1.3332, 15.753, 0.0003, 0.0003, -0.0029

Results
free energy: -153823.491 eV
free energy less fixed offsets of O -569.03, Si -635.61 eV per atom: -11.261 eV

The program warned: the cutoff lies below the one the program advises for these potential files; the forces do not sum to zero within the program's tolerance; the exchange-correlation potential is rough where the density is thin.
